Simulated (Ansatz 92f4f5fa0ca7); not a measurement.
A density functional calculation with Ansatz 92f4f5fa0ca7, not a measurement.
Periodic cell of 225 atoms, Si133O90H2, from a study of silicon, its oxide and their interface. The atomic structure is a simulated model.
Doubt: the cutoff is low for norm-conserving oxygen, so forces and energies are approximate.

Settings: functional HSE06; potential files SPMS norm-conserving; basis plane waves; wave-function cutoff 800 eV; density cutoff ratio 4; exchange-correlation grid ratio 1; k mesh 1 x 1 x 1, Gamma-centred; occupations fixed; spin none; net charge 0.

Cell vectors (angstrom)
a, 10.938, 0, 0
b, 0, 10.938, 0
c, 0, 0, 33.0832

Atoms: element, x, y, z (angstrom)
Si, 0.3311, -0.2356, 25.7593
Si, 5.2873, 0.4059, 25.6083
Si, 2.9547, 2.5295, 25.5322
Si, 8.1284, 3.0665, 25.5627
Si, -0.3442, 5.8619, 25.6565
Si, 5.8675, 5.2374, 25.6999
Si, 2.6073, 8.5722, 25.6775
Si, 8.412, 8.1475, 25.3856
Si, 1.4364, 1.4186, 26.9752
Si, 6.9072, 1.492, 26.9063
Si, 4.1386, 4.1117, 26.8755
Si, 9.5597, 4.2371, 27.0031
Si, 1.3891, 6.9214, 26.8858
Si, 6.9322, 6.9348, 26.8944
Si, 4.1743, 9.7162, 26.9622
Si, 9.5797, 9.5705, 26.9179
Si, 2.7459, 0.0304, 28.3524
Si, 8.1961, 0.0164, 28.2629
Si, -0.0068, 2.7707, 28.2852
Si, 5.4682, 2.7552, 28.3063
Si, 2.7297, 5.4769, 28.2441
Si, 8.1722, 5.5335, 28.3526
Si, -0.0094, 8.202, 28.3113
Si, 5.4788, 8.2251, 28.2674
Si, 4.1018, 1.3673, 29.665
Si, 9.5708, 1.3673, 29.665
Si, 1.3673, 4.1018, 29.665
Si, 6.8362, 4.1018, 29.665
Si, 4.1018, 6.8362, 29.665
Si, 9.5708, 6.8362, 29.665
Si, 1.3673, 9.5708, 29.665
Si, 6.8362, 9.5708, 29.665
Si, 0, 0, 31.0322
Si, 5.469, 0, 31.0322
Si, 2.7345, 2.7345, 31.0322
Si, 8.2035, 2.7345, 31.0322
Si, 0, 5.469, 31.0322
Si, 5.469, 5.469, 31.0322
Si, 2.7345, 8.2035, 31.0322
Si, 8.2035, 8.2035, 31.0322
Si, 1.3673, 1.3673, 32.3995
Si, 6.8362, 1.3673, 32.3995
Si, 4.1018, 4.1018, 32.3995
Si, 9.5708, 4.1018, 32.3995
Si, 1.3673, 6.8362, 32.3995
Si, 6.8362, 6.8362, 32.3995
Si, 4.1018, 9.5708, 32.3995
Si, 9.5708, 9.5708, 32.3995
Si, 2.7345, 0, 0.6835
Si, 8.2035, 0, 0.6835
Si, 0, 2.7345, 0.6835
Si, 5.469, 2.7345, 0.6835
Si, 2.7345, 5.469, 0.6835
Si, 8.2035, 5.469, 0.6835
Si, 0, 8.2035, 0.6835
Si, 5.469, 8.2035, 0.6835
Si, 4.1018, 1.3673, 2.0507
Si, 9.5708, 1.3673, 2.0507
Si, 1.3673, 4.1018, 2.0507
Si, 6.8362, 4.1018, 2.0507
Si, 4.1018, 6.8362, 2.0507
Si, 9.5708, 6.8362, 2.0507
Si, 1.3673, 9.5708, 2.0507
Si, 6.8362, 9.5708, 2.0507
Si, 0, 0, 3.418
Si, 5.469, 0, 3.418
Si, 2.7345, 2.7345, 3.418
Si, 8.2035, 2.7345, 3.418
Si, 0, 5.469, 3.418
Si, 5.469, 5.469, 3.418
Si, 2.7345, 8.2035, 3.418
Si, 8.2035, 8.2035, 3.418
Si, 1.3901, 1.3269, 4.7284
Si, 6.8664, 1.3465, 4.876
Si, 4.1422, 4.001, 4.8129
Si, 9.5733, 4.0767, 4.7581
Si, 1.3651, 6.8082, 4.7884
Si, 6.7644, 6.8847, 4.6896
Si, 4.0985, 9.5634, 4.7849
Si, 9.5736, 9.57, 4.8236
Si, 2.6886, -0.0663, 6.1351
Si, 8.2182, -0.0273, 6.3025
Si, -0.0267, 2.6165, 6.0659
Si, 5.4893, 2.6359, 6.3389
Si, 2.6263, 5.2977, 6.086
Si, 8.0943, 5.4672, 5.9371
Si, -0.025, 8.1255, 6.1775
Si, 5.3885, 8.1423, 6.1462
Si, 3.7601, 1.4664, 7.5593
Si, 9.9504, 1.083, 7.5729
Si, 1.4796, 3.7024, 7.4758
Si, 6.6187, 4.4349, 7.436
Si, 4.1907, 6.4417, 7.3262
Si, 9.2127, 6.9587, 7.3242
Si, 1.1588, 9.6693, 7.4959
Si, 7.0147, 9.2307, 7.4633
O, 9.533, 6.9717, 24.9907
O, 4.0958, 1.4257, 25.0459
O, 8.1587, 8.1104, 7.8865
O, 2.7555, 2.7317, 7.8346
O, 6.9429, 4.1285, 25.0796
O, 1.4385, 9.622, 25.1593
O, 5.4135, 5.479, 7.877
O, 0.0807, -0.1151, 7.9897
O, 7.5217, 4.2587, 8.813
O, 10.8285, 6.4834, 15.7689
O, 9.6241, 6.0267, 8.6271
O, 1.806, 9.0033, 8.8579
O, 3.8939, 0.7253, 9.0296
O, 0.7359, 3.873, 8.9494
O, 9.7685, 1.9321, 8.9908
O, 3.2373, 6.7754, 8.6203
O, 7.8102, 8.8733, 23.9784
O, 8.955, 2.5423, 24.2137
O, 5.2966, 6.0709, 24.4092
O, 2.1559, 3.085, 24.1669
O, 10.589, 0.4315, 24.4468
O, 0.1909, 4.9204, 24.4175
O, 3.4488, 8.0649, 24.3408
O, 6.0793, 10.798, 24.2815
Si, 10.7229, -2.9675, 19.7403
Si, 11.8749, 5.6247, 20.7914
Si, 2.9264, 4.4624, 16.8668
Si, 15.5444, 2.1244, 16.8675
Si, 2.7783, -2.9908, 9.6375
Si, 6.1623, -1.3952, 15.7684
Si, 6.8706, -4.0162, 11.5792
Si, 6.2594, 2.9108, 19.3244
Si, 9.2386, -0.7009, 16.3054
Si, 6.3793, 0.21, 20.4112
Si, 10.5933, 3.053, 9.8814
Si, 0.5605, 12.0562, 20.9275
Si, 3.8992, 0.651, 10.6626
Si, 1.9311, 10.3666, 12.7384
Si, 15.192, -0.4922, 18.0802
Si, 7.2105, -0.6809, 23.2511
Si, -2.099, 3.2248, 17.5159
Si, 6.0211, 12.2714, 14.4519
Si, 6.6688, 6.6725, 14.483
Si, 14.612, 7.2093, 20.8033
Si, -1.2581, 1.2893, 23.4385
Si, 0.9, -5.348, 14.8561
Si, 5.2533, 5.6681, 18.7574
Si, 3.5828, 2.7312, 12.7631
Si, 8.6297, 5.1709, 9.6199
Si, 9.2437, -0.5167, 19.3362
Si, 7.8537, 6.0428, 17.0523
Si, -5.3322, -1.5296, 10.2721
Si, 3.9239, -4.3213, 23.7676
Si, 4.5114, 5.7403, 12.8408
Si, 0.5319, 1.9409, 12.7315
Si, -1.9396, 1.8519, 14.6375
Si, 1.5763, 4.5396, 23.6713
Si, 0.6657, -7.606, 18.8219
Si, 10.2875, 7.5832, 16.8113
Si, 1.9894, 7.3189, 12.5049
Si, 2.3142, -1.1785, 20.2702
O, 5.1438, -0.1923, 19.4211
O, 4.8104, 2.0551, 13.6249
O, 11.13, -3.4253, 18.2117
O, 4.9972, 2.5624, 18.3686
O, -0.7745, 13.3611, 13.6212
O, -4.5233, -0.6906, 21.7934
O, 3.7148, 4.3478, 12.6868
O, -5.6348, -0.1181, 11.0483
O, 7.4705, -3.9633, 13.0955
O, 12.7137, -7.279, 17.6929
O, 5.3992, 5.6889, 14.2023
O, 2.0169, 2.4815, 13.2502
O, 7.6591, -1.08, 16.32
O, 10.2655, 2.7495, 18.119
O, -1.3209, -0.1654, 17.7935
O, 9.5314, 0.4052, 15.1624
O, 2.9957, 10.7134, 13.928
O, 8.4659, 0.3207, 22.9273
O, 3.5249, 7.0304, 12.9663
O, 1.0807, 6.2619, 13.3611
O, 16.8701, 4.4795, 19.7003
O, 3.7424, 3.2677, 16.1053
O, 7.6312, 2.6697, 18.4638
O, 7.5283, 1.7059, 13.8944
O, 7.652, -5.1055, 15.4543
O, 10.7461, 1.7451, 22.2628
O, 10.2828, 0.3218, 20.2306
O, -2.9911, 6.2468, 10.6015
O, 3.7657, 0.7483, 17.1068
O, 6.126, -2.8811, 15.1289
O, 5.1044, -1.4303, 17.0363
O, 8.7838, 2.8102, 15.9442
O, 0.3625, 4.7133, 19.5945
O, 5.5047, 6.011, 11.5637
O, 10.6965, 6.7722, 20.8651
O, 4.1647, -2.2694, 10.0893
O, 2.841, -1.0211, 18.7149
O, 2.3311, -4.5615, 20.3851
O, 8.7294, 7.3792, 17.2672
O, -8.277, -0.2159, 11.3099
O, 6.3184, 9.7734, 8.8499
O, 3.8093, 2.1629, 11.246
O, 12.8459, 11.1078, 21.1283
O, 1.9601, -3.7115, 10.863
O, 9.3357, -2.1126, 19.7164
O, 8.7502, 4.8373, 17.6388
O, 5.9556, 1.8912, 15.9954
O, 4.8109, 6.9344, 19.677
O, 3.9401, 5.2417, 17.8796
O, 1.4837, 8.8137, 12.8644
O, 6.4086, 6.2008, 17.7546
O, 2.307, -5.4861, 15.7246
O, 6.2778, 1.8639, 20.5993
O, 11.314, 2.3857, 11.1726
O, 11.8669, 8.9704, 20.2298
O, 4.2516, -4.2936, 22.1966
O, 5.8197, -0.2923, 14.5964
O, 10.2795, -1.9284, 16.0169
O, -1.406, 4.1351, 10.4806
O, 7.7258, -0.0806, 19.5829
O, 12.0994, 2.2652, 19.9398
O, 2.7067, 5.608, 24.1259
O, 0.5608, 0.3114, 12.8303
O, 14.3424, -2.1328, 21.0249
O, 1.2387, 4.6774, 22.0847
O, 6.5924, -2.4785, 11.1325
H, 0.293, -6.6651, 14.668
H, 2.6785, 10.7348, 14.8436

Results
free energy: -55416.330 eV
free energy less fixed offsets of H -15.86, O -447.96, Si -113.29 eV per atom: -0.640 eV
gap between the highest filled and lowest empty level on this k mesh: 1.214 eV

The program warned: the cutoff lies below the one the program advises for these potential files; the forces do not sum to zero within the program's tolerance; the exchange-correlation potential is rough where the density is thin.
